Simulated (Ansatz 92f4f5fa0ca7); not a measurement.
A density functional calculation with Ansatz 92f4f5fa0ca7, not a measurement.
Periodic cell of 210 atoms, Si128O78P4, from a study of silicon, its oxide and their interface. The atomic structure is a simulated model.
Doubt: the cutoff is low for norm-conserving oxygen, so forces and energies are approximate.

Settings
functional: HSE06
potential files: SPMS norm-conserving
basis: plane waves
wave-function cutoff: 800 eV
density cutoff ratio: 4
exchange-correlation grid ratio: 1
k mesh: 1 x 1 x 1, Gamma-centred
occupations: fixed
spin: none
net charge: 0

Cell vectors (angstrom)
a 10.938 0 0
b 0 10.938 0
c 0 0 31.3296

Atoms: element, x, y, z (angstrom)
P 10.3458 0.5545 23.9148
Si 5.7734 10.6692 23.9166
Si 2.2089 3.021 23.8983
P 8.6951 2.2024 23.9323
Si 0.3252 4.8918 23.8688
Si 4.9152 5.9343 24.0305
Si 3.2186 7.6648 23.8773
Si 7.58 8.8134 23.8309
Si 1.1572 1.3789 25.2323
Si 6.9328 1.3551 25.2125
Si 3.9686 4.0927 25.1774
Si 9.5747 3.9393 25.2276
Si 1.3423 6.7513 25.0595
Si 6.7679 6.9357 25.1328
Si 4.0864 9.53 25.1406
Si 9.4443 9.7027 25.1162
Si 2.686 -0.0016 26.4769
Si 8.1812 0.0004 26.6307
Si -0.0176 2.7457 26.6743
Si 5.4634 2.7527 26.4884
Si 2.6837 5.489 26.576
Si 8.1828 5.4792 26.4597
Si -0.0311 8.2245 26.4175
Si 5.4417 8.2293 26.5914
Si 4.1018 1.3673 27.9114
Si 9.5708 1.3673 27.9114
Si 1.3673 4.1018 27.9114
Si 6.8362 4.1018 27.9114
Si 4.1018 6.8362 27.9114
Si 9.5708 6.8362 27.9114
Si 1.3673 9.5708 27.9114
Si 6.8362 9.5708 27.9114
Si 0 0 29.2786
Si 5.469 0 29.2786
Si 2.7345 2.7345 29.2786
Si 8.2035 2.7345 29.2786
Si 0 5.469 29.2786
Si 5.469 5.469 29.2786
Si 2.7345 8.2035 29.2786
Si 8.2035 8.2035 29.2786
Si 1.3673 1.3673 30.6459
Si 6.8362 1.3673 30.6459
Si 4.1018 4.1018 30.6459
Si 9.5708 4.1018 30.6459
Si 1.3673 6.8362 30.6459
Si 6.8362 6.8362 30.6459
Si 4.1018 9.5708 30.6459
Si 9.5708 9.5708 30.6459
Si 2.7345 0 0.6835
Si 8.2035 0 0.6835
Si 0 2.7345 0.6835
Si 5.469 2.7345 0.6835
Si 2.7345 5.469 0.6835
Si 8.2035 5.469 0.6835
Si 0 8.2035 0.6835
Si 5.469 8.2035 0.6835
Si 4.1018 1.3673 2.0507
Si 9.5708 1.3673 2.0507
Si 1.3673 4.1018 2.0507
Si 6.8362 4.1018 2.0507
Si 4.1018 6.8362 2.0507
Si 9.5708 6.8362 2.0507
Si 1.3673 9.5708 2.0507
Si 6.8362 9.5708 2.0507
Si 0 0 3.418
Si 5.469 0 3.418
Si 2.7345 2.7345 3.418
Si 8.2035 2.7345 3.418
Si 0 5.469 3.418
Si 5.469 5.469 3.418
Si 2.7345 8.2035 3.418
Si 8.2035 8.2035 3.418
Si 1.4163 1.3483 4.9317
Si 6.8726 1.3478 4.731
Si 4.1112 4.0917 4.9044
Si 9.6018 4.0912 4.7271
Si 1.4183 6.7821 4.6852
Si 6.8319 6.8071 4.8128
Si 4.0961 9.6021 4.7151
Si 9.6389 9.5691 4.8275
Si 2.8864 -0.11 6.3172
Si 8.2741 0.064 6.1443
Si 0.0325 2.8662 6.2199
Si 5.5521 2.6298 6.211
Si 2.7108 5.5929 6.231
Si 8.2846 5.4497 6.1267
Si 0.2212 8.1921 6.0641
Si 5.3548 8.1905 6.0536
Si 4.9196 0.6903 7.5217
Si 9.133 1.9568 7.4015
Si 0.8773 4.7191 7.5492
Si 7.3655 3.6431 7.3688
P 3.6295 7.3865 7.4192
Si 10.0459 6.5368 7.3161
P 1.9475 8.9989 7.4362
Si 6.5769 9.8069 7.2515
O 7.0095 4.0024 8.9616
O 9.5837 1.8059 9.003
O 5.0547 1.0622 9.1473
O 7.2663 9.1166 8.6115
O 9.419 7.3565 8.6343
O 1.2654 4.2392 9.103
O 10.3409 5.39 22.556
O 2.8028 2.136 22.5915
O 2.992 7.8632 22.2313
O 5.2338 5.5492 22.4509
O 5.0202 0.4623 22.5986
O 7.9756 8.2525 22.3244
Si 4.521 8.2042 14.485
Si 4.1791 1.6444 21.8325
Si 3.9527 1.43 15.3212
Si 5.8619 1.2175 10.5563
Si 8.0243 7.8651 9.3292
Si 7.2959 1.534 14.6664
Si 5.8334 7.8369 19.066
Si 8.5747 10.592 18.8729
Si 5.0329 4.5257 21.2157
Si 10.5622 2.8452 12.6638
Si 1.1398 5.0241 16.9542
Si 3.2436 8.2975 20.6819
Si 4.6104 9.8773 17.1163
Si 9.3363 4.5037 18.4542
Si 8.4352 8.2331 20.7708
Si 6.5036 4.9936 18.671
Si 1.0101 2.27 15.5081
Si 2.8577 0.062 19.5245
Si 4.6074 3.9902 11.5458
Si 0.3959 9.3448 15.8678
Si 9.136 1.075 10.3865
Si 9.2349 10.4913 14.2141
Si 6.7926 5.1605 10.09
Si 7.452 2.2527 17.8089
Si 8.7743 5.2258 12.5625
Si 0.4113 0.5651 17.9058
Si 2.3907 5.6306 19.7145
Si 5.0697 10.8906 13.1533
Si 10.4284 5.7514 20.9704
Si 1.6074 4.4727 10.6829
Si 9.6597 9.2502 11.3275
Si 6.9932 6.4721 14.8989
Si 1.8602 7.1381 14.7149
Si 8.6127 8.5784 16.3564
Si 0.3945 6.8632 11.946
Si 5.5298 3.8558 14.4891
O 9.8133 1.7498 11.7082
O 3.0787 3.8934 11.04
O 4.2498 8.7574 15.9968
O 0.1311 8.4122 11.4665
O 9.9996 0.4067 18.7655
O 0.8722 6.7316 13.4979
O 0.6303 3.6301 11.6612
O 8.6194 9.8038 20.3106
O 9.7114 4.6115 20.0407
O 3.5243 10.2676 18.2397
O 3.4074 7.0388 14.2127
O 8.417 8.3181 10.8385
O 3.6175 4.8255 20.4353
O 4.776 0.3682 16.2892
O 9.7617 7.24 20.6701
O 7.4922 1.0865 10.4484
O 4.8391 8.2851 20.3001
O 3.9911 1.0411 13.7237
O 5.1132 2.9748 21.7095
O 4.4586 9.4116 13.4062
O 2.1365 4.9559 18.2502
O 8.0113 5.4224 18.2269
O 5.2718 5.1877 10.6628
O 6.8081 2.9427 14.0112
O 0.0953 1.655 16.7214
O 1.652 8.704 15.0998
O 7.297 1.7 16.2835
O 5.9806 7.5535 14.2589
O 9.4612 3.9091 13.2288
O 5.3319 0.0427 11.5595
O 1.4695 6.086 10.9913
O 2.6502 7.2369 19.5833
O 6.4142 0.3064 14.0237
O 7.7555 4.8245 11.3626
O 9.777 10.5023 10.2899
O 4.7131 4.3158 13.1507
O 1.075 5.5852 20.6576
O 6.1211 5.1407 15.3307
O 1.3429 3.8051 15.9104
O 5.5611 6.3419 18.3496
O 2.3826 1.4077 15.6839
O 7.4365 0.8609 18.7307
O 7.0029 6.6075 9.3885
O 6.3283 4.7767 20.2735
O 8.2285 9.6164 15.1575
O 5.4386 2.6291 11.2375
O 7.283 7.6549 19.7798
O 10.537 5.0551 17.5017
O 8.8037 1.1257 14.2212
O 6.3024 3.4352 18.0672
O 4.5835 2.9414 15.4724
O -0.2031 10.4498 14.8304
O 1.59 0.9385 18.9758
O 8.0786 6.0625 13.7659
O 3.8192 1.0993 20.3324
O 8.4443 9.4087 17.7439
O 8.9036 2.9777 18.0686
O 2.502 9.7516 20.528
O 1.5339 6.3223 16.0724
O 9.9005 6.1242 11.8332
O 7.7337 7.2152 16.1647
O 5.7866 9.0777 17.9698
O 0.8357 10.07 17.2428
O 10.2016 8.1993 16.1912
O 0.4348 2.2482 13.9701
O 9.1993 9.8392 12.7545

Results
free energy: -50186.712 eV
free energy less fixed offsets of O -447.96, P -185.95, Si -113.29 eV per atom: -0.912 eV
gap between the highest filled and lowest empty level on this k mesh: 1.474 eV

The program warned: the cutoff lies below the one the program advises for these potential files; the forces do not sum to zero within the program's tolerance; the exchange-correlation potential is rough where the density is thin.
